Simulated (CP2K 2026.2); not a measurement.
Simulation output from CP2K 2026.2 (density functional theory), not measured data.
Periodic cell of 504 atoms, Si360O144, from a study of silicon, its oxide and their interface. The atomic structure is a simulated model.
Doubt: the forces sum to 2.12 eV/angstrom along one axis rather than to zero, so they err by at least 0.0042 eV/angstrom per atom on average; the grid cutoff is modest.

Settings: functional PBE; method Gaussian and plane waves; basis set DZVP-MOLOPT-SR-GTH; pseudopotentials GTH-PBE; grid cutoff 350 Ry, relative cutoff 50 Ry; k points Gamma only; occupations fixed; spin none; net charge 0.

Cell vectors (angstrom)
a	16.32	0	0
b	0	16.32	0
c	-2.0937	-1.8739	34.8867

Atoms and the computed forces on them: element, x, y, z (angstrom), force x, y, z (eV/angstrom)
Si	1.14	14.977	0.347	0.211	-0.004	0.662
Si	4.39	1.125	0.11	-0.17	0.002	0.686
Si	1.044	4.294	0.037	0.16	-0.015	0.774
Si	3.785	7.034	0.073	0.206	-0.06	0.773
Si	1.614	9.258	0.087	-0.108	0.138	0.824
Si	4.418	12.165	0.009	-0.248	0.007	0.729
Si	6.562	15.215	0.091	0.151	-0.06	0.74
Si	7.221	-0.292	34.819	0.138	-0.199	0.714
Si	7.05	3.732	0.091	-0.004	0.164	0.714
Si	9.7	6.762	0.312	-0.26	0.041	0.699
Si	4.475	7.987	34.815	0.123	-0.239	0.757
Si	9.815	11.983	0.117	-0.123	0.112	0.759
Si	12.504	14.663	0.005	-0.122	0.18	0.772
Si	13.311	-0.841	34.799	-0.403	0.223	0.677
Si	11.816	4.47	0.051	0.298	-0.237	0.786
Si	13.089	4.683	34.819	-0.142	0.196	0.736
Si	11.976	9.75	0.142	0.154	-0.054	0.707
Si	14.751	12.486	0.026	0.061	-0.189	0.729
Si	2.782	-0.042	1.391	0.014	0.016	-0.028
Si	5.524	2.636	1.479	0	-0.006	-0.042
Si	2.663	5.426	1.346	-0.012	-0.002	-0.06
Si	5.429	8.231	1.265	0.003	0.01	-0.046
Si	2.771	10.941	1.262	0.014	0.006	-0.055
Si	5.491	13.638	1.458	0.016	0.005	-0.045
Si	8.195	0.03	1.329	-0.02	0.019	-0.052
Si	10.819	2.762	1.315	-0.005	0.016	-0.071
Si	8.117	5.418	1.376	-0.014	-0.006	-0.025
Si	10.913	8.24	1.579	0.003	0.021	-0.026
Si	8.164	10.877	1.356	-0.02	0.017	-0.041
Si	10.969	13.557	1.403	0.006	-0.012	-0.056
Si	13.647	0.014	1.207	0.018	-0.009	-0.073
Si	-0.032	2.698	1.348	-0.009	0.003	-0.055
Si	13.584	5.452	1.276	-0.002	-0.013	-0.05
Si	0.008	8.097	1.342	0.016	-0.007	-0.051
Si	13.603	10.908	1.36	-0.008	0.017	-0.055
Si	16.182	13.545	1.571	-0.023	-0.036	-0.01
Si	1.398	1.373	2.7	-0.002	-0.004	0.01
Si	4.079	4.071	2.678	-0.003	0.012	-0.003
Si	1.335	6.761	2.759	0.014	0.017	0.028
Si	4.096	9.575	2.689	-0.023	-0.015	0.023
Si	1.374	12.189	2.721	0.022	-0.016	0.009
Si	4.083	14.936	2.802	-0.013	-0.007	0.015
Si	6.874	1.308	2.825	0.019	-0.016	0.043
Si	9.495	4.084	2.758	0.001	-0.005	0.027
Si	6.745	6.823	2.662	-0.008	0.027	0.004
Si	9.453	9.545	2.818	-0.01	0.008	0.034
Si	6.871	12.266	2.755	0.011	-0.009	0.019
Si	9.556	14.958	2.666	-0.01	-0.014	0.002
Si	12.251	1.37	2.588	-0.002	-0.032	-0.008
Si	14.88	4.038	2.678	0.011	0.029	0.019
Si	12.323	6.814	2.765	0.008	-0.033	0.01
Si	14.976	9.504	2.671	0.005	-0.006	0.006
Si	12.278	12.226	2.806	-0.003	-0.009	0.031
Si	14.868	15.016	2.79	-0.024	0.041	0.031
Si	0.007	0.025	4.071	0	-0.005	-0.017
Si	2.735	2.727	4.073	0.003	-0.025	0.002
Si	-0.044	5.39	4.065	-0.01	0.002	-0.012
Si	2.725	8.177	4.053	-0.003	0.002	-0.025
Si	0.017	10.836	4.07	-0.023	0.011	-0.002
Si	2.698	13.571	4.106	0.005	0.014	-0.006
Si	5.465	-0.032	4.139	0.027	0.002	-0.003
Si	8.183	2.724	4.147	-0.007	0.004	-0.001
Si	5.41	5.459	4.044	0.004	-0.003	0
Si	8.108	8.132	4.096	-0.005	-0.008	-0.003
Si	5.461	10.9	4.08	-0.009	-0.012	-0.027
Si	8.218	13.626	4.094	-0.003	-0.003	0.006
Si	10.908	0.015	4.013	0.009	0.022	-0.022
Si	13.555	2.694	4.049	0	0.006	0.025
Si	10.902	5.444	4.077	-0.013	-0.002	-0.021
Si	13.652	8.175	4.107	0.014	-0.002	0.007
Si	10.867	10.891	4.134	0.019	0.011	-0.019
Si	13.575	13.625	4.16	0.004	-0.001	-0.007
Si	1.384	14.967	16.371	0.001	-0.016	-0.001
Si	4.112	1.373	16.348	-0.002	0.004	-0.004
Si	1.366	4.075	16.287	-0.005	-0.006	-0.013
Si	4.103	6.792	16.303	0	0.005	-0.016
Si	1.353	9.518	16.293	-0.004	0.004	-0.019
Si	4.075	12.26	16.331	0.016	-0.007	-0.006
Si	6.799	14.967	16.323	-0.006	0.01	-0.003
Si	9.503	1.363	16.349	0.006	-0.009	-0.006
Si	6.799	4.052	16.366	-0.009	-0.006	-0.001
Si	9.521	6.787	16.291	-0.006	0.007	-0.009
Si	6.781	9.527	16.269	-0.004	-0.01	-0.02
Si	9.51	12.256	16.331	0.002	0.01	0.001
Si	12.233	14.982	16.298	-0.002	-0.004	-0.011
Si	14.939	1.331	16.34	-0.014	0.011	-0.009
Si	12.218	4.048	16.311	-0.004	0.002	-0.008
Si	14.944	6.799	16.312	-0.003	-0.001	-0.012
Si	12.23	9.52	16.327	-0.002	-0.013	-0.005
Si	14.999	12.262	16.296	0.012	-0.007	-0.008
Si	2.787	0.006	17.713	-0.004	-0.008	0.019
Si	5.462	2.688	17.78	0.019	-0.008	0.005
Si	2.764	5.396	17.637	0.004	0.019	-0.018
Si	5.422	8.205	17.648	0.002	-0.005	0.013
Si	2.671	10.908	17.655	0	-0.012	-0.005
Si	5.472	13.595	17.692	-0.024	0.003	0.016
Si	8.112	0.025	17.71	-0.001	-0.006	0.005
Si	10.879	2.698	17.715	-0.001	0.001	0.037
Si	8.183	5.437	17.667	0.005	0.014	0.011
Si	10.856	8.137	17.673	0.004	0.005	0.005
Si	8.144	10.845	17.64	-0.015	0.004	-0.014
Si	10.845	13.682	17.661	0.001	0	0.003
Si	13.568	-0.028	17.723	-0.007	-0.012	0.008
Si	0.007	2.712	17.631	0.013	-0.006	0.015
Si	13.545	5.444	17.643	0.007	0.006	-0.004
Si	0.025	8.135	17.652	-0.005	-0.019	0.008
Si	13.644	10.894	17.616	-0.025	0.004	0.016
Si	-0.008	13.62	17.723	-0.002	0.009	0.001
Si	1.384	1.384	19.007	0.01	0.004	-0.045
Si	4.073	4.07	19.083	-0.015	-0.001	0
Si	1.42	6.742	18.972	-0.008	0.013	-0.031
Si	3.995	9.536	18.997	0.008	-0.023	-0.032
Si	1.367	12.272	19.073	-0.004	-0.006	-0.004
Si	4.212	15.003	19.092	0.02	0.029	-0.025
Si	6.834	1.347	19.204	-0.022	0.006	0.021
Si	9.548	4.101	19.063	-0.026	-0.003	-0.023
Si	6.83	6.86	18.958	0.01	0	-0.042
Si	9.485	9.498	19.013	-0.009	-0.025	-0.011
Si	6.789	12.156	19.022	-0.006	-0.001	-0.016
Si	9.436	14.995	19.074	0.011	-0.027	-0.014
Si	12.163	1.274	19.108	-0.03	-0.007	-0.001
Si	14.919	4.064	18.932	-0.002	0.002	-0.011
Si	12.179	6.762	19.047	0.007	-0.02	-0.01
Si	14.977	9.502	18.98	0.023	0.037	-0.019
Si	12.296	12.334	18.893	0.044	0.012	-0.041
Si	14.948	14.968	19.112	-0.005	0.005	-0.018
Si	0.024	0.057	20.392	0	0.008	0.063
Si	2.738	2.675	20.452	-0.001	0	0.051
Si	0.046	5.337	20.248	0.012	-0.025	0.021
Si	2.699	8.136	20.379	0.001	0.003	0.05
Si	-0.026	10.899	20.386	0	-0.006	0.073
Si	2.781	13.661	20.364	0.002	-0.005	0.071
Si	5.599	-0.078	20.655	-0.02	-0.019	0.031
Si	8.183	2.812	20.49	0.026	-0.002	0.079
Si	5.454	5.533	20.293	0.004	0.038	0.044
Si	8.144	8.161	20.435	-0.023	0.006	0.039
Si	5.339	10.865	20.372	0.003	-0.009	0.045
Si	8.193	13.461	20.371	0.041	-0.011	0.031
Si	10.662	0.046	20.56	-0.001	0.071	0.016
Si	13.619	2.675	20.306	0.007	-0.017	0.032
Si	10.869	5.427	20.505	0.039	0.044	0.059
Si	13.604	8.1	20.307	-0.016	-0.019	0.034
Si	10.956	10.919	20.13	0.011	0.017	0.034
Si	13.524	13.636	20.447	-0.013	-0.004	0.063
Si	1.655	-1.053	21.637	-0.062	-0.059	-0.761
Si	3.909	1.118	21.807	0.221	0.13	-0.785
Si	1.076	3.793	21.699	0.14	0.09	-0.758
Si	4.311	7.013	21.683	-0.215	-0.052	-0.724
Si	1.048	9.235	21.638	0.274	0.306	-0.711
Si	4.29	12.499	21.721	-0.076	-0.153	-0.768
Si	6.772	14.473	21.909	0.103	0.375	-0.602
Si	9.696	1.805	22.011	-0.297	-0.393	-0.75
Si	6.979	4.448	21.655	-0.016	-0.125	-0.771
Si	9.242	6.583	21.818	0.231	0.171	-0.688
Si	6.457	9.27	21.652	0.175	0.072	-0.76
Si	9.859	12.325	21.595	-0.159	-0.018	-0.723
Si	11.83	14.734	21.731	0.185	0.065	-0.691
Si	-1.162	1.605	21.708	-0.064	-0.165	-0.682
Si	12.129	3.793	21.684	0.086	0.324	-0.691
Si	-1.097	6.899	21.501	-0.273	-0.215	-0.647
Si	12.421	9.747	21.453	-0.015	-0.212	-0.686
Si	14.615	11.933	21.658	0.135	0.252	-0.821
Si	8.786	2.36	27.718	-0.085	0.032	-0.082
Si	11.361	7.827	23.469	-0.045	-0.061	0.056
Si	-0.766	8.77	26.584	0.062	-0.133	0.064
Si	7.091	5.033	30.353	0.021	-0.075	0.098
Si	5.509	2.773	23.928	-0.052	-0.047	-0.13
Si	13.146	13.234	26.71	-0.127	0.003	-0.141
Si	3.419	12.48	24.599	-0.031	-0.031	-0.151
Si	0.632	0.826	32.796	0.03	-0.057	0.131
Si	2.417	5.728	23.806	0.088	0.005	-0.14
Si	1.176	14.473	24.518	-0.022	-0.015	-0.057
Si	13.416	5.713	23.506	0.037	-0.039	0.012
Si	8.521	14.081	32.658	0.015	0.093	0.176
Si	12.471	0.489	29.455	-0.09	-0.195	0.118
Si	13.624	-0.207	23.808	-0.021	0.05	-0.119
Si	3.616	3.796	33.005	-0.007	-0.013	0.056
Si	0.624	11.944	32.928	0.137	0.025	0.103
Si	3.821	4.309	26.141	0.048	-0.029	-0.151
Si	2.483	2.23	30.878	0.037	-0.055	-0.039
Si	4.023	13.731	28.859	0.007	0.041	-0.026
Si	-1.382	13.343	24.363	-0.149	-0.05	0.037
Si	10.355	7.021	27.35	-0.103	-0.028	0
Si	2.655	2.002	27.971	0.155	-0.088	0.147
Si	13.855	-0.075	26.745	-0.016	-0.079	-0.088
Si	8.274	2.321	24.813	0.141	0.149	-0.049
Si	13.316	-1.172	31.796	0.029	0.069	0.053
Si	7.129	1.883	30.3	0.086	0.097	0.003
Si	10.63	-1.057	31	-0.058	-0.064	-0.146
Si	10.967	2.929	29.583	0.066	0.008	0.019
Si	12.891	7.177	25.972	0.023	0.049	-0.214
Si	5.873	6.112	27.605	0.04	0.031	-0.093
Si	9.339	9.881	26.337	0.048	0.066	-0.016
Si	0.589	-0.006	26.711	-0.002	-0.07	-0.008
Si	9.596	1.62	31.959	-0.116	0.015	0.022
Si	1.435	8.902	28.545	0.079	-0.044	-0.007
Si	1.281	8.506	24.417	0.079	0.075	-0.072
Si	4.402	0.366	29.759	-0.048	0.059	-0.156
Si	10.067	12.756	26.54	-0.101	-0.05	-0.031
Si	4.436	8.85	28.291	-0.146	-0.042	0.039
Si	0.876	13.751	28.587	0.013	-0.008	0.107
Si	5.689	13.307	26.391	-0.024	0.158	0.094
Si	13.997	8.727	32.781	-0.074	0.06	0.187
Si	-0.489	10.02	30.652	0.069	-0.09	0.079
Si	8.159	10.817	23.771	0.077	0.054	-0.048
Si	11.682	6.584	32.756	0.039	-0.076	0.169
Si	2.765	10.12	26.407	0.042	0.024	-0.064
Si	10.179	5.718	30.062	0.022	-0.022	0.023
Si	5.839	6.035	32.973	-0.009	0.105	0.076
Si	8.315	4.944	26.318	-0.043	-0.111	-0.088
Si	5.655	11.203	29.976	0.034	0.018	-0.117
Si	6.29	11.922	32.828	0.077	0.104	0.195
Si	7.872	13.71	24.686	0.073	0.058	-0.146
Si	-1.204	11.484	28.054	0.04	0.042	-0.015
Si	7.764	11.684	28.022	0.208	0.14	0.039
Si	-0.164	14.423	31.513	0.021	-0.048	0.122
Si	1.344	14.96	5.437	0.006	0.008	0.01
Si	4.091	1.365	5.442	-0.012	-0.004	0.012
Si	1.349	4.067	5.428	-0.011	0.016	0.005
Si	4.069	6.81	5.426	-0.011	0.004	0
Si	1.366	9.498	5.448	0.011	-0.009	0.007
Si	4.087	12.233	5.451	0.003	-0.008	0.005
Si	6.83	14.938	5.475	0.002	0.005	0.01
Si	9.563	1.35	5.443	0.002	-0.006	0.006
Si	6.781	4.103	5.43	-0.006	0.007	0.009
Si	9.517	6.795	5.43	0.001	-0.006	0.01
Si	6.78	9.516	5.454	0.01	0.007	0.004
Si	9.537	12.266	5.482	0.005	0.004	0.012
Si	12.207	14.989	5.465	-0.011	-0.008	0.012
Si	14.954	1.374	5.423	-0.006	-0.009	0.009
Si	12.232	4.064	5.437	0.002	-0.003	0.014
Si	14.979	6.784	5.453	0.005	-0.007	0.011
Si	12.248	9.513	5.449	-0.018	0	0.008
Si	14.984	12.234	5.432	0.011	-0.006	0.004
Si	2.719	0	6.79	-0.002	-0.004	0.001
Si	5.437	2.735	6.8	-0.002	0.005	-0.001
Si	2.707	5.443	6.783	0	0.007	0.005
Si	5.425	8.156	6.809	-0.001	0.001	-0.002
Si	2.723	10.87	6.804	-0.008	0.003	0.001
Si	5.449	13.586	6.816	0.006	0	0.003
Si	8.185	0.001	6.808	0.004	-0.007	0.004
Si	10.894	2.712	6.818	0.004	0.007	0.003
Si	8.157	5.441	6.797	0.003	0	-0.005
Si	10.877	8.155	6.797	0.007	-0.007	0.007
Si	8.157	10.88	6.802	0.003	0.002	0.001
Si	10.877	13.625	6.842	-0.013	0.01	0.008
Si	13.603	0.013	6.799	0.003	0.005	0
Si	-0.008	2.72	6.799	0.005	-0.008	0
Si	13.598	5.43	6.795	-0.005	0.004	0.002
Si	0.015	8.14	6.815	0.003	-0.008	0.003
Si	13.61	10.883	6.797	-0.003	0.002	-0.004
Si	0.003	13.595	6.807	0.006	0.003	0.003
Si	1.356	1.355	8.154	-0.006	-0.002	-0.002
Si	4.068	4.087	8.153	0.001	-0.001	-0.009
Si	1.368	6.789	8.175	-0.002	0.003	0.002
Si	4.073	9.514	8.174	-0.004	-0.007	0.004
Si	1.367	12.238	8.161	0.004	0.005	-0.002
Si	4.082	14.962	8.154	0.002	0.005	0
Si	6.807	1.368	8.148	0.005	0.006	-0.006
Si	9.516	4.076	8.157	-0.009	-0.007	0.001
Si	6.799	6.802	8.16	0.002	0.002	-0.005
Si	9.522	9.521	8.158	0.003	0.008	-0.005
Si	6.802	12.228	8.177	-0.005	-0.01	0
Si	9.516	14.969	8.197	0.006	-0.008	0.002
Si	12.255	1.363	8.179	0.002	0	-0.006
Si	14.96	4.081	8.165	0.005	0.011	-0.005
Si	12.236	6.792	8.154	-0.008	-0.012	-0.004
Si	14.963	9.513	8.156	0.004	0	-0.01
Si	12.252	12.245	8.166	0.005	0.009	-0.004
Si	14.957	14.959	8.157	-0.006	-0.004	-0.005
Si	-0.002	-0.002	9.518	0.001	-0.006	-0.004
Si	2.715	2.72	9.514	-0.004	0.006	-0.001
Si	0.001	5.433	9.53	0.006	0.004	-0.002
Si	2.718	8.155	9.534	0	-0.006	-0.004
Si	0	10.878	9.516	0	0.003	-0.003
Si	2.725	13.602	9.517	-0.002	-0.009	0
Si	5.442	0.007	9.509	0	-0.004	-0.003
Si	8.16	2.718	9.519	-0.001	0.004	-0.001
Si	5.435	5.44	9.516	-0.002	-0.004	0
Si	8.16	8.162	9.52	0.003	0.003	-0.001
Si	5.439	10.871	9.531	0.006	0.004	-0.003
Si	8.154	13.597	9.536	-0.002	0.01	0
Si	10.89	0.005	9.539	-0.003	0.001	0.002
Si	13.608	2.724	9.535	0.002	-0.004	-0.002
Si	10.876	5.438	9.516	0.011	0.007	-0.004
Si	13.598	8.155	9.514	-0.006	-0.003	-0.005
Si	10.882	10.882	9.518	-0.006	-0.003	-0.006
Si	13.605	13.604	9.527	0.003	0	0
Si	1.361	14.96	10.876	0	0.004	-0.002
Si	4.078	1.361	10.874	0.001	0.007	0.001
Si	1.361	4.072	10.888	-0.007	-0.002	0.002
Si	4.081	6.795	10.887	-0.002	0.015	0.003
Si	1.354	9.521	10.882	0.001	-0.003	-0.002
Si	4.083	12.243	10.88	0.007	-0.001	0.001
Si	6.792	14.968	10.881	-0.006	-0.006	0.005
Si	9.52	1.363	10.884	0.007	0	0.001
Si	6.795	4.076	10.872	0.004	-0.003	-0.002
Si	9.52	6.799	10.877	-0.001	-0.006	-0.002
Si	6.802	9.514	10.888	-0.002	-0.003	0.003
Si	9.524	12.24	10.887	0.001	0.003	0.002
Si	12.247	14.959	10.893	0.004	-0.012	0.001
Si	14.966	1.358	10.889	0.005	0.001	0.001
Si	12.236	4.083	10.881	-0.012	0.003	-0.002
Si	14.958	6.798	10.88	0.006	-0.005	0.001
Si	12.238	9.516	10.875	0.005	0.006	-0.001
Si	14.964	12.239	10.881	-0.002	0.003	-0.004
Si	2.716	0.002	12.238	-0.008	-0.02	0.004
Si	5.441	2.716	12.237	0.002	0.006	0.005
Si	2.721	5.435	12.246	0.008	-0.002	0
Si	5.442	8.152	12.247	0.002	-0.007	0.008
Si	2.722	10.881	12.232	-0.002	0.008	-0.002
Si	5.432	13.613	12.242	0	0.002	0.002
Si	8.159	0.001	12.241	0.002	0.002	0.002
Si	10.875	2.725	12.24	0.003	0.001	0.002
Si	8.158	5.432	12.228	-0.009	0.002	0.002
Si	10.878	8.159	12.241	0.002	0.001	0.004
Si	8.158	10.884	12.244	0.004	0.001	0.004
Si	10.883	13.601	12.249	0	0.004	0.004
Si	13.606	0.001	12.251	0	0.005	0.002
Si	0.007	2.711	12.254	0.004	0.001	0.005
Si	13.6	5.436	12.24	0.001	0.005	0.001
Si	-0.006	8.162	12.241	0	0.008	0.002
Si	13.594	10.881	12.234	0.001	-0.007	-0.001
Si	0.004	13.601	12.239	0	-0.01	0.002
Si	1.364	1.349	13.619	0	0.005	0.004
Si	4.088	4.075	13.601	-0.001	0.001	0.005
Si	1.356	6.801	13.597	-0.006	0.007	0.003
Si	4.078	9.522	13.592	0.004	-0.003	0.004
Si	1.373	12.247	13.592	0.007	-0.011	0.005
Si	4.072	14.969	13.608	-0.006	0.006	0.001
Si	6.8	1.358	13.603	-0.001	-0.003	0.004
Si	9.504	4.072	13.599	0.005	0.008	-0.008
Si	6.803	6.78	13.595	0.011	-0.005	-0.001
Si	9.518	9.524	13.602	-0.007	-0.002	0.008
Si	6.796	12.257	13.594	-0.011	0.01	0.004
Si	9.522	14.967	13.602	0.01	-0.009	0.006
Si	12.235	1.367	13.596	-0.007	-0.001	0.001
Si	14.957	4.07	13.602	0.001	-0.001	0.005
Si	12.24	6.794	13.598	0.001	-0.003	0.007
Si	14.95	9.524	13.595	-0.004	0.011	-0.001
Si	12.241	12.236	13.607	0.003	-0.002	-0.004
Si	14.971	14.96	13.607	0.006	-0.008	0.006
Si	0.007	-0.014	14.991	0.004	-0.007	0.007
Si	2.741	2.709	14.963	0.007	0.005	-0.001
Si	-0.009	5.44	14.952	0.006	0.009	-0.004
Si	2.728	8.154	14.953	-0.001	0.005	-0.001
Si	0.009	10.886	14.933	-0.002	-0.003	-0.009
Si	2.713	13.611	14.971	-0.005	-0.003	0.002
Si	5.439	0.005	14.966	-0.003	-0.01	-0.004
Si	8.15	2.715	14.975	0.002	-0.006	0.005
Si	5.459	5.416	14.97	0.004	0.003	-0.004
Si	8.154	8.15	14.942	-0.005	-0.008	-0.007
Si	5.423	10.905	14.944	0.005	0.002	-0.002
Si	8.159	13.61	14.96	-0.001	0.006	0.002
Si	10.868	0.024	14.961	0.011	0.004	-0.009
Si	13.6	2.704	14.965	-0.006	-0.004	-0.006
Si	10.876	5.422	14.944	0.001	-0.001	0.002
Si	13.589	8.165	14.957	0.01	0	-0.001
Si	10.872	10.886	14.971	0.009	0.011	0.004
Si	13.601	13.606	14.958	-0.002	-0.009	0.002
O	10.849	13.495	22.207	-0.14	0.071	0.553
O	2.765	0.017	22.217	-0.164	-0.165	0.628
O	8.082	5.512	22.263	0.139	0.061	0.195
O	0.946	14.588	22.926	-0.642	-0.38	0.112
O	5.099	12.605	33.674	-0.006	-0.003	-0.357
O	4.081	2.429	33.728	-0.047	-0.161	-0.034
O	7.515	12.138	24.443	-0.253	-0.185	0.021
O	2.941	8.265	28.724	0.026	-0.614	0.114
O	9.867	7.243	23.204	-0.362	0.193	0.41
O	9.239	14.46	31.233	-0.049	-0.037	-0.605
O	5.49	13.501	22.24	-0.266	0.124	0.293
O	14.194	3.544	34.379	-0.12	-0.092	-0.522
O	3.394	9.149	34.382	-0.143	-0.123	-0.562
O	12.944	4.249	23.04	0.233	-0.345	0.325
O	12.291	2.057	29.843	0.645	0.238	0.039
O	0.817	13.475	32.409	0.455	0.228	0.184
O	1.745	10.251	27.672	-0.323	0.503	-0.131
O	11.03	2.715	22.207	0.127	-0.058	0.429
O	6.48	12.171	27.195	-0.301	-0.459	0.034
O	8.675	3.804	34.639	0.023	0.143	-0.432
O	4.236	9.846	27.014	0.568	0.376	-0.021
O	13.515	10.794	22.051	0.099	0.008	0.567
O	7.919	-0.96	33.486	0.34	0.333	-0.188
O	5.389	8.144	22.194	-0.062	0.114	0.366
O	7.081	10.828	33.7	-0.055	0.052	-0.419
O	6.353	5.962	31.46	-0.017	0.326	-0.077
O	4.721	12.438	29.513	-0.297	-0.007	-0.059
O	3.729	6.229	22.991	0.181	-0.03	0.425
O	6.077	0.81	34.371	0.179	-0.158	-0.515
O	9.364	13.659	25.359	0.281	0.537	0.038
O	12.301	-0.75	23.056	-0.285	0.377	0.163
O	7.019	10.047	22.957	-0.033	0.234	0.167
O	8.33	3.914	27.578	-0.235	0.188	0.385
O	14.369	0.972	22.993	-0.278	0.186	0.417
O	2.41	8.81	25.527	0.285	-0.305	0.219
O	10.01	6.859	28.921	-0.385	0.437	0.248
O	0.816	-1.304	27.616	-0.032	-0.14	0.141
O	-1.191	8.001	33.66	0.323	-0.147	-0.27
O	6.754	3.45	30.538	-0.326	0.174	-0.06
O	13.152	-0.395	33.227	-0.353	0.279	-0.178
O	-1.129	12.408	23.089	0.365	-0.045	0.364
O	1.508	1.188	27.218	-0.094	-0.027	-0.29
O	11.513	9.222	22.701	-0.418	0.386	0.127
O	10.968	6.219	31.368	-0.159	0.065	0.024
O	14.151	7.973	26.565	-0.084	0.088	0.383
O	2.622	11.418	25.499	-0.368	0.046	-0.054
O	10.045	2.731	30.888	-0.189	0.605	-0.004
O	12.782	7.723	32.469	-0.136	-0.007	-0.525
O	9.125	1.727	23.558	0.007	-0.515	0.192
O	1.728	0.137	33.758	-0.048	0.235	-0.258
O	11.536	13.374	26.801	0.027	0.175	-0.001
O	6.735	1.907	24.522	-0.104	-0.508	-0.007
O	6.113	3.835	22.881	-0.253	0.286	0.003
O	-1.913	14.277	34.639	0.16	0.182	-0.477
O	0.023	12.531	27.972	0.161	-0.201	-0.03
O	3.332	0.851	30.873	-0.051	-0.378	0.474
O	0.742	9.191	29.98	0.379	-0.348	0.541
O	14.618	14.854	23.894	0.522	0.232	-0.096
O	1.019	-0.393	25.199	0.333	0.27	-0.25
O	11.088	4.525	29.421	0.272	0.235	-0.552
O	1.691	4.529	23.009	-0.17	0.053	0.543
O	1.903	11.209	33.596	0.146	0.005	-0.617
O	0.2	14.169	29.981	-0.134	0.203	-0.047
O	4.632	14.013	27.38	0.049	0.201	-0.114
O	5.134	7.429	33.414	0.042	0.29	-0.602
O	8.7	1.674	26.248	0.29	-0.82	0.073
O	10.326	11.179	26.196	0.576	-0.157	-0.433
O	13.851	14.653	26.987	0.308	-0.144	0.186
O	0.302	8.116	27.65	-0.175	-0.493	0.062
O	14.846	6.121	22.896	0.43	-0.19	0.362
O	13.4	5.894	25.108	0.073	-0.616	0.438
O	11.102	-0.445	29.547	-0.339	-0.185	-0.441
O	7.095	5.78	33.942	0.218	0.242	-0.211
O	13.223	0.289	25.295	-0.526	0.286	0.065
O	10.531	7.128	33.745	0.053	-0.337	-0.112
O	6.799	14.304	25.754	-0.112	0.657	0.063
O	4.838	3.572	25.139	0.376	0.097	-0.051
O	2.263	4.394	33.642	-0.408	-0.114	-0.201
O	-0.507	12.05	34.068	-0.348	-0.601	0.043
O	3.355	3.469	31.45	0.316	0.454	-0.305
O	-1.749	14.122	31.759	-0.009	-0.744	-0.128
O	3.058	3.201	27.002	-0.249	0.213	0.105
O	13.712	12.766	25.253	-0.331	-0.564	-0.225
O	0.61	6.279	34.441	0.002	0.114	-0.394
O	7.673	14.571	23.308	0.552	0.201	0.012
O	4.444	1.808	23.19	0.044	0.026	0.497
O	8.687	5.249	30.466	0.164	-0.094	0.003
O	3.517	11.977	23.063	-0.236	-0.459	0.077
O	9.997	2.111	33.426	0.121	-0.022	-0.346
O	13.686	12.203	27.818	-0.157	-0.315	0.455
O	-0.065	2.723	22.222	0.083	-0.097	0.65
O	5.644	11.156	31.58	-0.12	-0.585	0.003
O	8.034	1.381	31.566	-0.14	-0.548	0.356
O	4.898	12.634	25.171	0.316	-0.173	-0.224
O	13.406	10.003	33.595	0.017	0.292	-0.466
O	12.423	5.315	33.461	0.1	-0.061	-0.214
O	2.799	5.194	25.27	-0.098	0.077	0.539
O	-0.128	8.133	21.899	-0.038	0.099	0.152
O	11.946	6.756	27.2	0.403	-0.087	0.586
O	7.204	11.474	29.521	0.441	0.075	0.436
O	8.212	10.249	27.434	-0.314	-0.395	0.356
O	12.362	6.737	22.817	-0.012	0.035	-0.53
O	7.869	1.688	28.862	0.002	-0.565	-0.049
O	10.456	0.268	31.895	0.352	-0.052	0.552
O	1.529	9.53	23.175	0.137	0.578	0.373
O	9.59	5.934	26.413	0.227	-0.013	-0.283
O	-0.172	8.723	25.082	-0.346	0.085	-0.308
O	11.545	11.708	34.39	-0.023	-0.044	-0.598
O	-1.049	10.313	26.958	0.115	0.117	-0.388
O	13	0.545	27.944	0.009	0.317	-0.248
O	4.781	4.86	33.221	0.215	-0.241	0.316
O	10.312	2.313	28.233	0.191	-0.336	-0.187
O	0.145	11.052	31.699	0.018	-0.003	-0.291
O	2.442	13.4	28.795	-0.051	-0.104	-0.181
O	5.421	7.645	27.861	0.221	0.17	-0.086
O	-0.508	1.567	33.653	0.032	0.095	-0.178
O	0.051	13.456	25.115	-0.034	-0.523	0.55
O	4.351	-1.244	29.703	0.021	-0.189	0.425
O	0.025	-0.343	31.88	-0.02	0.073	-0.245
O	6.994	5.888	26.436	0.001	0.385	-0.548
O	9.645	13.373	33.581	-0.055	0.077	-0.261
O	8.387	3.962	25.004	-0.024	0.265	-0.343
O	3.365	14.446	34.447	0.096	0.194	-0.359
O	7.315	13.071	32.336	0.035	-0.115	-0.188
O	-0.949	0.466	26.783	0.123	0.352	-0.023
O	1.238	1.981	31.856	-0.342	0.346	-0.183
O	6.5	5.549	28.962	0.083	0.121	-0.062
O	4.576	5.27	27.179	-0.286	-0.087	0.472
O	11.909	8.035	24.976	-0.048	0.326	0.125
O	11.89	14.39	31.549	-0.181	-0.825	0.347
O	9.027	12.716	27.82	0.193	0.179	0.468
O	-1.271	10.834	29.517	-0.362	-0.021	0.074
O	2.058	2.584	29.364	-0.388	0.465	0.15
O	1.413	6.972	23.951	-0.376	-0.176	0.046
O	3.927	1.044	28.345	0.116	-0.339	-0.416
O	9.334	11.373	22.809	0.316	-0.417	0.187
O	-1.595	9.123	31.401	-0.317	-0.379	-0.418
O	5.842	0.918	30.217	0.071	-0.097	0.117
O	8.711	9.743	24.85	-0.104	-0.771	-0.081
O	5.099	9.771	29.447	0.181	-0.151	0.468
O	2.657	13.891	24.749	0.471	0.305	0.491
O	9.994	8.516	26.854	0.201	-0.047	0.119
O	13.499	-0.128	30.554	0.399	0.342	-0.165
O	8.783	8.967	34.481	0.063	-0.109	-0.53

Results
total energy: -101655.447 eV
total energy less fixed offsets of O -438.35, Si -107.03 eV per atom: -2.247 eV
